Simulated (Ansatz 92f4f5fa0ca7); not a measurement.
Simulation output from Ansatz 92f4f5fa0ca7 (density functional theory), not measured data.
Periodic cell of 234 atoms, Si141O87As6, from a study of silicon, its oxide and their interface. The atomic structure is a simulated model.
This geometry differs little from another in the collection (a relaxation step or a small displacement).

Settings
functional: PBE
potential files: Ansatz PAW
basis: plane waves
wave-function cutoff: 700 eV
density cutoff ratio: 5
exchange-correlation grid ratio: 1
k mesh: 2 x 2 x 1, shifted by 0.5 0.5 0.5 of a step
self-consistency stop: 5e-08 eV per atom in the density residual
occupations: fixed
spin: none
net charge: 0

Cell vectors (angstrom)
a	11.6015	0	0
b	0	10.938	0
c	0	0	32.9724

Atoms and the computed forces on them: element, x, y, z (angstrom), force x, y, z (eV/angstrom)
Si	0.1138	-0.0225	24.2413	-0.0055	0.0022	0.0025
As	3.9905	-0.1194	24.0086	-0.0019	-0.0016	-0.0092
Si	7.9027	0.0002	24.4055	-0.0052	0.0137	-0.0113
As	2.0241	1.4855	24.045	0.0053	-0.0077	-0.0037
Si	5.9542	1.3605	24.2241	0.0011	-0.0063	0.0098
As	9.8008	1.4802	24.151	0.0022	-0.0035	-0.0025
Si	-0.0113	5.429	24.2384	-0.0101	0.0289	0
Si	4.059	5.6534	24.3052	-0.0134	0.0268	-0.0045
Si	7.8577	5.168	24.4206	0.0018	0.0294	-0.0008
Si	1.9811	6.7623	24.3177	0.0151	-0.011	0.002
Si	6.1043	6.7711	24.4959	-0.0209	-0.0313	-0.0153
Si	9.6053	6.7231	24.3525	0.037	-0.036	-0.0181
Si	1.9821	2.6852	26.1454	0.0044	0.018	0.0063
Si	5.8346	2.6616	26.2046	0.0012	0.0142	0.0033
Si	9.7632	2.6166	26.2643	-0.0053	0.0175	0.004
Si	0.0323	4.0632	26.1873	0.0088	-0.023	-0.0005
Si	3.9365	4.0573	26.0957	-0.0004	-0.0249	-0.0038
Si	7.8029	3.934	26.3555	0.007	-0.0316	0.0003
Si	2.0083	8.2477	26.1569	0.0037	0.0164	-0.0103
Si	5.9043	8.2182	26.3211	-0.0029	0.0307	0.0059
Si	9.7383	8.1504	26.2435	-0.0238	0.0281	0.0056
Si	0.0555	9.5533	26.172	0.0069	-0.0093	0.0025
Si	3.9729	9.6188	26.1385	-0.0084	-0.0157	0.0059
Si	7.8371	9.5593	26.3074	0.0128	-0.0173	0.0103
Si	0.0585	-0.0282	28.1275	-0.0051	0.0207	-0.0093
Si	3.8901	-0.0225	28.1257	0.009	0.0154	-0.0114
Si	7.7796	0.0178	28.1854	-0.0029	0.0189	-0.006
Si	1.9726	1.3724	28.1237	-0.0028	-0.0234	-0.0124
Si	5.8139	1.3358	28.152	0.005	-0.0227	-0.0053
Si	9.7389	1.3216	28.1965	-0.0036	-0.0187	-0.0034
Si	0.0612	5.451	28.1211	0.0003	0.0195	0.0039
Si	3.8911	5.4268	28.0814	-0.0033	0.0145	-0.0031
Si	7.7756	5.4572	28.1573	-0.0013	0.0205	0.0118
Si	1.9884	6.8483	28.1005	-0.0004	-0.0188	-0.0033
Si	5.8192	6.8014	28.182	0.0023	-0.0214	0.0061
Si	9.723	6.8026	28.1668	-0.0013	-0.0113	0.0066
Si	1.9336	2.7345	30.0732	0.0367	-0.0366	-0.0398
Si	5.8008	2.7345	30.0732	-0.0016	-0.0183	-0.0619
Si	9.6679	2.7345	30.0732	0.0871	0.0403	0.1208
Si	0	4.1018	30.0732	0.103	-0.0051	-0.0332
Si	3.8672	4.1018	30.0732	-0.007	-0.0066	-0.2065
Si	7.7343	4.1018	30.0732	0.0356	-0.0404	0.1444
Si	1.9336	8.2035	30.0732	0.0626	-0.0909	-0.0873
Si	5.8008	8.2035	30.0732	-0.0113	-0.0947	0.1921
Si	9.6679	8.2035	30.0732	0.0592	-0.0386	0.0624
Si	0	9.5708	30.0732	0.1195	-0.1134	-0.0395
Si	3.8672	9.5708	30.0732	-0.0275	-0.0737	-0.0644
Si	7.7343	9.5708	30.0732	0.0195	-0.0718	0.1423
Si	0	0	32.0067	-0.0031	0.0325	-0.0001
Si	3.8672	0	32.0067	0.0064	0.0146	-0.0058
Si	7.7343	0	32.0067	-0.0048	-0.07	0.0199
Si	1.9336	1.3673	32.0067	-0.0041	-0.0275	-0.0082
Si	5.8008	1.3673	32.0067	0.0029	-0.0006	-0.0157
Si	9.6679	1.3673	32.0067	0.0088	0.0452	0.007
Si	0	5.469	32.0067	0.0126	0.0236	0.0017
Si	3.8672	5.469	32.0067	-0.0151	0.0352	-0.0372
Si	7.7343	5.469	32.0067	-0.0045	-0.0494	0.0207
Si	1.9336	6.8362	32.0067	0.0002	-0.062	-0.0114
Si	5.8008	6.8362	32.0067	-0.006	0.0823	0.0139
Si	9.6679	6.8362	32.0067	0.0009	-0.0069	0.0208
Si	1.9336	2.7345	0.9679	-0.0799	0.0488	0.0191
Si	5.8008	2.7345	0.9679	-0.0754	0.0674	0.0031
Si	9.6679	2.7345	0.9679	-0.0063	0.0519	-0.0407
Si	0	4.1018	0.9679	-0.0284	0.0883	0.0342
Si	3.8672	4.1018	0.9679	-0.0503	0.041	-0.0605
Si	7.7343	4.1018	0.9679	-0.0073	0.0653	-0.0425
Si	1.9336	8.2035	0.9679	-0.0583	0.084	-0.0083
Si	5.8008	8.2035	0.9679	0.0071	0.0301	-0.1045
Si	9.6679	8.2035	0.9679	-0.0383	0.0317	0.1233
Si	0	9.5708	0.9679	0.011	-0.0018	0.0155
Si	3.8672	9.5708	0.9679	-0.111	0.018	0.0139
Si	7.7343	9.5708	0.9679	-0.0587	0.0555	-0.0979
Si	-0.0394	-0.0037	2.91	-0.0017	0.018	0.0053
Si	3.7971	0.0197	2.8919	0.0067	0.0173	0.0051
Si	7.6892	0.0398	2.8629	0.0013	0.0217	0.004
Si	1.8729	1.4098	2.9271	0.0089	-0.0223	0.0088
Si	5.7297	1.3717	2.894	-0.0017	-0.0161	0.0029
Si	9.6442	1.3647	2.8834	-0.0063	-0.0189	0.0021
Si	-0.0342	5.4942	2.9019	-0.002	0.0155	0.0045
Si	3.82	5.5068	2.8762	0.0044	0.0197	0.0035
Si	7.7054	5.4809	2.8912	-0.0009	0.0177	-0.0064
Si	1.8913	6.8783	2.9262	-0.0035	-0.0198	0.0084
Si	5.7684	6.8483	2.8868	-0.0027	-0.0223	-0.0053
Si	9.633	6.8592	2.9281	-0.0001	-0.0136	-0.0046
Si	1.8574	2.8061	4.8709	-0.0026	0.0101	-0.0036
Si	5.6834	2.7599	4.8095	0.0079	0.0143	-0.01
Si	9.6376	2.7198	4.8103	0.0081	0.0179	-0.0001
Si	-0.1126	4.1867	4.8697	0.0072	-0.0161	-0.0021
Si	3.7916	4.1933	4.8169	-0.0046	-0.0117	-0.0053
Si	7.6694	4.0226	4.746	-0.0141	-0.0229	-0.0069
Si	1.8633	8.2584	4.8772	0.0043	0.012	0.0092
Si	5.7407	8.2643	4.7728	-0.0033	0.025	-0.0046
Si	9.5607	8.2232	4.886	-0.0047	0.0318	0.0052
Si	-0.0849	9.6061	4.8725	-0.0071	-0.0171	0.002
Si	3.8123	9.6316	4.8386	-0.0037	-0.0144	-0.0024
Si	7.6796	9.6437	4.7853	0.0107	-0.0113	-0.009
As	-0.0057	-0.1459	6.9687	0.0009	0.0051	-0.0032
As	3.8534	-0.1472	6.9477	-0.002	0.0036	0.0077
Si	7.698	0.0993	6.7094	0.0012	0.0009	0.0044
Si	1.9364	1.2898	6.6946	-0.0087	-0.0117	-0.0067
Si	5.7174	1.409	6.7458	-0.0091	-0.0114	-0.001
Si	9.7329	1.3971	6.7714	0.0032	-0.0126	0.0106
Si	-0.2774	5.6179	6.8102	-0.0136	0.0157	0.016
As	3.7479	5.4123	6.8888	-0.0004	0.0059	0.0154
Si	7.4882	5.3101	6.6661	0.014	0.0267	0.0101
Si	1.7884	6.8243	6.7657	-0.0093	-0.0051	-0.0232
Si	5.7026	6.8417	6.638	-0.01	-0.0198	0.0123
Si	9.2597	6.8743	6.8545	0.0214	-0.0248	0.0026
O	8.7466	7.7339	8.2229	-0.0174	0.0151	0.0087
O	2.0117	2.1923	8.0796	0.0032	0.0037	0.0039
O	6.0342	7.7967	7.9786	0.0066	0.0012	-0.0089
O	7.366	4.368	8.0444	-0.0074	-0.0127	0.0045
O	5.7086	2.2661	8.1805	0.002	0.0075	0.0048
O	7.5485	10.0716	8.0435	0.0028	-0.0015	-0.0042
O	11.2809	4.6761	8.176	-0.0009	-0.013	0.002
O	1.8107	7.667	8.2089	0.0093	-0.0063	0.0061
O	9.563	4.1253	10.1589	-0.0063	-0.003	0.0076
O	9.1657	7.6483	23.0271	-0.0175	0.0131	0.0008
O	7.9842	4.169	23.0869	0.0007	-0.0097	-0.0092
O	7.9479	10.008	23.0258	0.0028	-0.0064	-0.0002
O	2.1938	7.3225	22.7236	-0.0068	-0.0054	-0.0091
O	4.1305	5.4643	22.611	0.0089	-0.005	-0.0063
O	0.1271	9.971	22.8568	0.0021	-0.0016	-0.006
O	6.1366	2.2754	22.8238	0.0015	0.0031	-0.0026
O	11.4925	4.4397	22.872	-0.0013	-0.0052	-0.009
O	6.4263	7.7958	23.2123	0.008	0.006	0.0045
Si	9.0463	11.9131	20.369	0.0044	-0.0001	-0.0021
Si	6.3931	3.4877	9.025	0.0008	0.0029	-0.0024
Si	13.3417	2.4653	9.6559	-0.003	0.0004	-0.0033
Si	-2.7547	7.3751	15.2971	-0.001	0.0002	0.0023
Si	0.9746	3.0476	19.0174	0.0009	-0.0023	-0.0017
Si	-0.4382	-3.6195	19.7776	0.0026	-0.0031	-0.0001
Si	7.356	8.5579	8.6015	0.0123	-0.0036	-0.0086
Si	-4.2839	5.8744	13.0277	-0.0001	-0.0009	0.0045
Si	5.9356	11.2331	16.2647	-0.0011	-0.0011	0.0004
Si	7.798	8.438	22.601	0.0068	-0.0024	0.0034
Si	7.2903	3.1406	22.0169	-0.0086	0.0007	0.0045
Si	14.5539	6.2186	21.7451	-0.0036	0.0013	0.022
Si	11.9375	4.8202	21.3445	0.0047	0.0008	0.0094
Si	11.8593	7.9692	14.9596	0.0007	-0.0009	0.0017
Si	1.9549	11.0941	19.2372	-0.0003	-0.0013	0.0015
Si	4.4787	9.784	18.5464	-0.0018	-0.0006	-0.0015
Si	-1.0163	3.5033	9.0572	0.006	0.0081	-0.016
Si	1.5114	0.7351	12.0724	-0.0006	0.0019	0.001
Si	8.5016	3.4467	11.2034	0.0038	-0.0004	-0.0022
Si	-1.4097	12.2235	12.9621	0.0009	-0.0003	0.0023
Si	3.6423	4.5846	18.02	-0.0021	0.0014	-0.0027
Si	8.3682	7.0266	18.2722	-0.0001	0	-0.004
Si	3.3587	-1.8093	11.7972	-0.0024	-0.0011	0.0031
Si	0.5741	-0.0505	16.3936	0	0.0004	0.0011
Si	2.267	-3.4379	9.7535	-0.0004	0.0001	-0.0052
Si	3.8443	4.7842	10.3879	0.0011	-0.0009	-0.0047
Si	1.7587	5.4097	14.4404	0.0009	-0.0007	0.0033
Si	7.2633	9.344	19.7667	-0.0033	-0.0016	-0.0065
Si	6.5663	-6.3776	19.3195	-0.0025	0	-0.0048
Si	1.2437	7.2239	12.3732	0.0016	-0.0003	0.0019
Si	0.9295	2.3632	14.4334	0.0005	-0.0003	0.0027
Si	-0.1294	10.0561	21.2332	0.008	-0.0015	0.0058
Si	4.5334	4.7784	13.5355	-0.0009	-0.0004	0.0027
Si	-3.6527	-0.7774	14.0587	0.0012	-0.001	0.005
Si	2.6853	7.2469	18.9063	0.0027	0.0026	0.0003
Si	7.516	2.6064	17.0574	-0.0001	0.0016	0.0009
Si	10.2463	1.8808	17.5355	0.0015	-0.001	-0.0037
Si	4.9844	2.9395	15.6468	0	-0.0004	0.0016
Si	6.5402	8.6524	11.6983	0.0007	0.0011	0.0028
O	-0.0197	2.8211	17.728	-0.0019	-0.002	0.002
O	-4.2124	5.9584	19.0517	0.0006	-0.001	0.0021
O	12.8576	1.1794	15.5358	-0.0024	-0.0011	-0.0021
O	3.3062	6.2487	9.92	0.0001	0.0011	0.0013
O	8.2335	6.7445	16.6693	0.0017	0.0009	0.0017
O	6.6376	4.0958	20.8748	0.0026	0.0006	-0.002
O	0.2249	8.1083	13.3102	0.0019	-0.0027	0
O	0.1772	2.8165	9.9126	0.0032	0.0002	0.0002
O	10.4437	7.4404	15.5166	-0.0002	0.0012	-0.0024
O	5.2239	4.4594	9.5992	0.0039	-0.0018	0.0023
O	5.2053	-0.9012	17.0946	0.0004	0.0005	0.0014
O	9.836	2.3978	8.1052	-0.0004	0.0074	0.0019
O	4.6125	3.2446	14.0966	0.0009	0.0023	-0.0014
O	-2.0167	1.6244	18.9886	-0.0006	-0.0016	0.0028
O	-0.9364	0.4709	16.7985	0.0014	0.0022	0.0017
O	3.3876	6.9593	20.3684	-0.0022	-0.0007	-0.003
O	7.2812	3.3944	18.448	-0.0003	0.0006	-0.0004
O	2.7681	7.8217	12.601	-0.0021	0.0004	-0.0029
O	4.1904	15.7342	11.9658	0.0016	0	0.0023
O	8.3727	-2.0402	14.9882	0.0002	-0.001	-0.0029
O	4.0519	3.8313	16.6419	0.0018	-0.0015	0.0005
O	-1.2309	0.316	21.0674	-0.0059	0.0003	-0.0025
O	3.3804	16.4624	14.4039	0	-0.0027	-0.004
O	1.3765	10.6381	17.7827	-0.0008	0.0012	0.0006
O	9.9446	6.9552	18.745	-0.0018	0.0008	0.0029
O	1.2834	3.9005	14.9094	0.0008	0.0008	-0.0021
O	1.9438	-5.9212	21.3262	-0.0039	-0.0005	-0.0052
O	4.9706	4.6475	18.9711	0.002	-0.001	0.0001
O	4.9835	9.137	11.9367	0.0016	-0.0013	-0.0023
O	-0.4406	-4.7503	20.9467	0.001	-0.0002	-0.0047
O	5.6445	9.4767	19.6371	0.0045	0	0.0003
O	-3.6866	-0.1292	19.9967	0.0009	-0.0001	0.0034
O	7.6425	8.3649	21.0009	-0.0012	0.0025	-0.0049
O	7.853	8.5697	18.4621	0.0004	-0.0005	0.0045
O	-3.6561	4.6106	12.2041	-0.0007	0.0016	-0.001
O	13.9278	-7.0931	18.6281	0.0007	0.0004	0.0017
O	15.1892	0.0907	19.1448	0.0003	-0.002	-0.0003
O	-2.3721	2.1997	11.988	-0.0001	0.0001	-0.0001
O	8.3804	13.0603	21.327	-0.0003	-0.0012	-0.0018
O	1.4926	1.6476	19.6174	-0.0001	0.0001	-0.0009
O	9.0987	13.585	16.6525	-0.0005	-0.0014	0.0032
O	2.9981	8.8943	10.2082	0.0005	-0.0002	0.0024
O	4.7378	1.3526	15.9066	0.0035	0.001	-0.0003
O	0.0507	3.7095	20.196	-0.0005	-0.001	-0.0009
O	1.191	-5.2625	12.9114	0.0006	0.0022	-0.0001
O	14.7209	6.1142	17.8137	0.0003	-0.0016	0.0033
O	12.9189	-0.7087	20.4728	-0.0005	0.0005	-0.0033
O	3.3856	8.5971	18.3511	0.0015	-0.0015	0.0016
O	-4.9038	10.8332	14.8772	0.0009	-0.0009	-0.0002
O	-0.144	0.4925	12.1964	0	0.0014	-0.0001
O	1.2753	6.7145	15.3341	-0.0012	-0.0004	-0.0037
O	7.4406	9.65	12.6062	-0.0005	-0.003	-0.0025
O	1.0399	18.2887	19.0304	-0.0005	-0.0006	0.0027
O	8.4563	6.3899	14.0648	-0.0014	0.0005	-0.0035
O	-2.3901	0.2314	13.7583	-0.0002	0	-0.0024
O	2.7031	3.6752	10.1149	0.0028	0.0009	0.0005
O	7.0588	8.778	10.1716	-0.003	0.0012	0.0099
O	-4.347	13.8271	10.2865	-0.0008	0.0014	-0.0006
O	12.1852	9.4505	15.5941	0.0004	-0.0003	-0.001
O	14.114	-0.5318	12.396	0.0015	-0.0005	-0.0028
O	1.8223	12.9078	13.1113	-0.0025	-0.0017	-0.0008
O	1.9864	12.0788	10.5645	-0.0003	-0.0016	0.0038
O	-0.6682	2.2799	14.0455	0.0017	-0.0024	-0.0041
O	5.9772	5.4534	13.8487	0.0006	-0.0006	-0.0041
O	-0.7661	8.7226	20.5417	-0.0017	-0.0011	-0.0011
O	6.823	7.0901	12.062	0.0017	-0.0003	-0.0003
O	6.5799	-7.6648	15.8945	-0.0014	-0.0031	0.0015
O	7.0272	1.0452	17.2382	-0.0003	0.0009	-0.001
O	0.9629	7.2744	10.7587	0.0023	0.0021	0.0042

Results
free energy: -168272.462 eV
free energy less fixed offsets of As -4857.07, O -569.03, Si -635.61 eV per atom: -3.422 eV

The program warned: the cutoff lies below the one the program advises for these potential files; the forces do not sum to zero within the program's tolerance; the exchange-correlation potential is rough where the density is thin.
